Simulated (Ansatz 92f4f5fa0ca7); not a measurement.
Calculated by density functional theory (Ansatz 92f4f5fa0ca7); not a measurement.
Periodic cell of 285 atoms, Si195O90, from a study of silicon, its oxide and their interface. The atomic structure is a simulated model.
Doubt: the cutoff is far below the 930 eV that the study's wrapper takes by default for these files, so forces and energies are approximate.
This geometry differs little from another in the collection (a relaxation step or a small displacement).

Settings: functional PBE; potential files Ansatz PAW; basis plane waves; wave-function cutoff 580 eV; density cutoff ratio 5; exchange-correlation grid ratio 1; k mesh 1 x 1 x 1, Gamma-centred; self-consistency stop 5e-08 eV per atom in the density residual; occupations fixed; spin none; net charge 0.

Cell vectors (angstrom)
a  11.6015  0  0
b  0  10.938  0
c  0  0  40.8632

Atoms: element, x, y, z (angstrom)
Si  0  0  0.9665
Si  3.8672  0  0.9665
Si  7.7343  0  0.9665
Si  1.9336  1.3673  0.9665
Si  5.8008  1.3673  0.9665
Si  9.6679  1.3673  0.9665
Si  0  5.469  0.9665
Si  3.8672  5.469  0.9665
Si  7.7343  5.469  0.9665
Si  1.9336  6.8362  0.9665
Si  5.8008  6.8362  0.9665
Si  9.6679  6.8362  0.9665
Si  1.9336  2.7345  39.8961
Si  5.8008  2.7345  39.8961
Si  9.6679  2.7345  39.8961
Si  0  4.1018  39.8961
Si  3.8672  4.1018  39.8961
Si  7.7343  4.1018  39.8961
Si  1.9336  8.2035  39.8961
Si  5.8008  8.2035  39.8961
Si  9.6679  8.2035  39.8961
Si  0  9.5708  39.8961
Si  3.8672  9.5708  39.8961
Si  7.7343  9.5708  39.8961
Si  0  0  4.8337
Si  3.8672  0  4.8337
Si  7.7343  0  4.8337
Si  1.9336  1.3673  4.8337
Si  5.8008  1.3673  4.8337
Si  9.6679  1.3673  4.8337
Si  0  5.469  4.8337
Si  3.8672  5.469  4.8337
Si  7.7343  5.469  4.8337
Si  1.9336  6.8362  4.8337
Si  5.8008  6.8362  4.8337
Si  9.6679  6.8362  4.8337
Si  1.9336  2.7345  2.9001
Si  5.8008  2.7345  2.9001
Si  9.6679  2.7345  2.9001
Si  0  4.1018  2.9001
Si  3.8672  4.1018  2.9001
Si  7.7343  4.1018  2.9001
Si  1.9336  8.2035  2.9001
Si  5.8008  8.2035  2.9001
Si  9.6679  8.2035  2.9001
Si  0  9.5708  2.9001
Si  3.8672  9.5708  2.9001
Si  7.7343  9.5708  2.9001
Si  -2.6348  1.3847  26.6786
Si  6.151  2.429  23.489
Si  3.9851  2.7133  25.3004
Si  6.2314  2.1522  30.3911
Si  11.1117  1.0098  24.4438
Si  9.4375  2.5117  31.8263
Si  3.0731  4.735  23.5003
Si  6.9568  7.6303  19.8138
Si  4.3394  8.7693  32.7151
Si  -3.4054  4.6725  31.883
Si  8.1869  11.8273  30.605
Si  7.4094  10.7138  28.5936
Si  -3.7792  -0.9843  31.975
Si  6.1122  4.4364  30.6871
Si  11.769  4.9936  31.6211
Si  1.3506  1.0129  30.8097
Si  -0.1915  2.871  30.5907
Si  9.8264  6.27  30.9875
Si  -1.0113  3.2667  28.3575
Si  7.2073  10.6837  22.8177
Si  12.0364  9.7055  31.978
Si  5.5358  10.1227  31.2395
Si  5.1494  12.2234  32.1961
Si  3.3854  8.9525  24.598
Si  0.1464  0.0138  34.0141
Si  3.9781  -0.3457  34.3281
Si  7.8616  -0.0291  34.1272
Si  2.1681  1.2223  34.2207
Si  5.8483  1.1393  34.3636
Si  9.7628  1.3974  33.9617
Si  -0.0904  5.4961  33.9853
Si  3.8484  5.4447  34.1215
Si  7.6922  5.7329  33.9634
Si  1.8802  6.7784  34.1013
Si  5.6047  7.0331  34.0033
Si  9.6812  7.0632  34.0778
Si  1.9649  2.7209  36.033
Si  5.8377  2.7757  36.0475
Si  9.6767  2.7564  35.9489
Si  0.0083  4.1028  35.9542
Si  3.8841  4.0831  36.0404
Si  7.7432  4.2093  35.9084
Si  1.9171  8.1583  36.0344
Si  5.8643  8.171  36.057
Si  9.7408  8.2514  36.0831
Si  0.0552  9.6181  36.0058
Si  3.8904  9.3896  36.2488
Si  7.7977  9.555  36.0495
Si  0  0  37.9625
Si  3.8672  0  37.9625
Si  7.7343  0  37.9625
Si  1.9336  1.3673  37.9625
Si  5.8008  1.3673  37.9625
Si  9.6679  1.3673  37.9625
Si  0  5.469  37.9625
Si  3.8672  5.469  37.9625
Si  7.7343  5.469  37.9625
Si  1.9336  6.8362  37.9625
Si  5.8008  6.8362  37.9625
Si  9.6679  6.8362  37.9625
Si  1.8902  2.7547  6.7314
Si  5.7827  2.7379  6.7838
Si  9.6414  2.7104  6.7981
Si  -0.0497  4.1217  6.7293
Si  3.8304  4.0856  6.7401
Si  7.7325  4.1038  6.8087
Si  1.912  8.2312  6.7612
Si  5.7833  8.1856  6.7377
Si  9.6248  8.2124  6.7788
Si  -0.0396  9.5734  6.7857
Si  3.8628  9.5414  6.7213
Si  7.6964  9.5675  6.78
Si  -0.0268  -0.0153  8.7393
Si  3.8415  -0.0766  8.653
Si  7.6735  -0.0394  8.7509
Si  1.9385  1.2839  8.5658
Si  5.7508  1.35  8.7147
Si  9.6026  1.3033  8.7334
Si  -0.0367  5.6332  8.538
Si  3.7756  5.4556  8.6513
Si  7.7237  5.4717  8.7733
Si  1.9129  6.9356  8.7355
Si  5.755  6.7246  8.5857
Si  9.6018  6.9726  8.7988
Si  -2.0214  2.8178  10.5296
Si  5.5324  0.2411  12.5135
Si  11.6092  -1.154  10.8319
Si  -3.3978  -0.7964  16.2991
Si  0.2067  8.0717  21.7083
Si  6.1077  7.7524  15.3523
Si  5.7007  2.7419  10.6521
Si  10.5746  13.6154  12.6531
Si  9.4347  6.7841  17.8447
Si  5.7355  8.0862  10.4485
Si  3.7989  5.4857  12.5004
Si  9.7901  6.5618  12.3863
Si  2.2594  -5.1983  30.8454
Si  1.6116  -4.3895  12.6402
Si  7.6153  -4.3164  22.6021
Si  -0.0077  3.9444  10.1019
Si  1.8161  -2.7568  10.8056
Si  15.2173  3.811  15.0291
Si  0.2479  2.3603  17.1123
Si  6.0333  0.81  17.8071
Si  7.6302  4.1214  10.7585
Si  7.5237  9.5705  10.7364
Si  10.5075  9.112  16.3847
Si  14.8569  8.5154  21.3819
O  -0.4264  17.2785  27.9807
O  0.5647  -6.9665  17.0704
O  15.5257  2.2387  15.2246
O  25.3599  8.0706  25.2273
O  6.1028  24.3134  17.7086
O  30.1391  -5.6697  22.0673
O  21.6352  1.8172  27.843
O  28.3693  15.754  20.1363
O  0.027  24.3416  23.955
O  4.6364  7.442  16.0902
O  8.1914  21.9168  27.1591
O  30.1874  31.5687  24.077
O  26.372  -0.5047  25.2417
O  11.9543  24.5572  21.2173
O  13.5639  5.3061  27.459
O  28.1489  44.0247  16.7269
O  25.325  -18.2782  22.8336
O  14.1993  23.8782  25.6749
O  25.8699  35.7648  28.7128
O  10.7333  -24.4463  14.9335
O  20.1845  32.2777  22.0181
O  -9.4883  11.3336  27.6125
O  0.3807  17.0206  25.4597
O  29.8418  14.5456  24.5571
Si  22.9067  17.9782  14.1492
Si  12.0419  22.6574  12.4157
Si  6.4334  19.3136  24.842
Si  2.1093  11.4257  25.9809
Si  14.337  12.2033  28.8886
Si  -1.9597  -2.5614  10.8173
Si  -3.9322  16.5215  12.6852
Si  -0.1185  26.7874  12.1497
Si  -7.7602  31.3317  10.5798
Si  7.3247  18.7396  27.8198
Si  -1.9753  4.12  19.3797
Si  -7.3789  22.508  15.3179
Si  -15.8868  14.3803  17.3626
Si  17.4356  5.3451  28.496
Si  17.3109  6.9046  12.4555
Si  5.4159  10.2297  20.2915
Si  9.8126  8.4186  32.048
Si  14.3529  4.6276  28.7222
Si  6.5652  25.3012  26.2049
Si  3.89  15.3501  31.9699
Si  22.6044  13.1727  19.9612
Si  -19.4144  6.2178  16.8104
Si  -7.8467  -6.849  10.5763
Si  16.7344  11.4323  29.1807
Si  12.8178  7.0158  24.4111
Si  16.5474  28.2834  19.7434
Si  14.5695  45.8838  32.2049
Si  9.7287  16.9557  28.7028
Si  2.2204  7.9124  32.0531
Si  12.1288  36.1603  22.6882
Si  21.7483  10.6918  21.7073
Si  1.2554  32.914  15.4675
Si  32.38  -9.0431  15.4201
Si  -1.359  16.5643  21.9265
Si  5.5968  4.4709  21.6657
Si  1.1538  26.9364  15.988
Si  13.5099  24.4798  10.4617
Si  -4.1486  27.7631  15.7173
Si  0.4338  16.3458  26.9496
O  7.6667  16.0136  14.2965
O  13.3885  12.4899  11.7872
O  13.8532  6.1225  23.5282
O  9.3769  -6.2294  20.8923
O  27.0697  9.7364  20.4788
O  -10.2774  45.308  16.2109
O  7.2447  12.1774  23.4762
O  19.461  24.4315  26.5922
O  16.8673  43.9822  14.1255
O  -1.3777  11.824  20.5189
O  -11.3193  7.8513  23.3487
O  26.7744  4.2648  24.9832
O  -5.9775  12.7389  12.029
O  -18.9876  10.4467  11.8716
O  -2.2126  37.2078  28.5504
O  32.3879  17.2756  22.9462
O  -4.6492  32.326  12.0709
O  -45.7425  0.1813  13.9412
O  23.8123  11.2068  25.3939
O  27.2488  6.4019  18.3965
O  11.86  21.0379  16.4056
O  18.1975  37.567  27.1423
O  34.3143  61.4187  21.0891
O  7.5201  7.6934  21.3675
O  8.6421  -4.0729  27.8522
O  37.6501  10.6589  15.2996
O  -6.9391  -8.9738  24.0021
O  -16.3753  -6.0068  16.9121
O  22.4919  43.9036  23.0936
O  -11.6976  -26.9998  15.2703
O  19.6419  35.6677  16.0378
O  19.7914  -3.6209  18.7802
O  -5.6283  13.8554  21.9398
O  25.2094  4.1431  14.9236
O  27.4171  4.7255  16.2583
O  -4.7545  -14.7881  23.9444
O  27.4636  26.2197  13.6402
O  23.5348  -9.0851  18.6654
O  19.8521  14.4868  18.7016
O  36.4844  30.1681  21.0547
O  -1.886  44.8804  25.2661
O  7.5427  9.0825  28.7978
O  4.8265  -2.5455  25.0843
O  27.4686  37.8384  28.3166
O  29.165  -0.3626  21.7832
O  -17.1542  6.971  28.4094
O  15.9948  26.8282  22.6238
O  -0.7262  9.3184  21.243
O  2.1487  39.0505  16.591
O  43.4071  55.0631  15.1875
O  7.1195  8.2942  26.2963
O  10.5297  18.9359  17.6212
O  -0.3301  -17.151  22.795
O  10.381  23.8418  16.5228
O  17.352  -13.905  13.7616
O  -1.4941  49.1905  18.4931
O  7.0311  -12.817  15.822
O  -16.8413  9.1293  19.5345
O  40.2725  11.5124  19.3134
O  28.3248  2.6631  26.491
O  15.6987  39.9899  20.9469
O  7.4925  11.0067  17.5389
O  -14.3236  39.2397  16.3408
O  -43.0202  8.9209  22.9632
O  11.4522  14.8079  27.0641
O  21.2184  46.2254  13.9806

Results
free energy: -175137.376 eV
free energy less fixed offsets of O -568.88, Si -635.61 eV per atom: 5.774 eV

Forces (eV/angstrom), in the order of the atoms: element, x, y, z
Si  0.0027  0.0758  -0.002
Si  -0.0104  -0.0512  0.0236
Si  0.0066  0.0491  0.0109
Si  0.0174  -0.0101  0.0006
Si  -0.0047  -0.0242  0.0197
Si  -0.007  -0.0934  -0.0106
Si  -0.012  0.0214  -0.0414
Si  0.0086  0.0294  -0.0118
Si  0.0026  0.0907  -0.0012
Si  0.0016  -0.0545  0.0027
Si  -0.0144  -0.021  -0.0111
Si  0.0092  -0.0445  0.0043
Si  0.0182  0.0056  0.0102
Si  -0.0206  -0.0104  0.0256
Si  0.0181  0.088  0.022
Si  -0.0116  -0.1092  -0.0824
Si  -0.0028  -0.0227  0.0214
Si  0.0672  -0.1324  -0.0622
Si  0.0227  0.0834  -0.0473
Si  -0.0011  0.0505  -0.0211
Si  0.0164  0.0274  0.0164
Si  -0.0216  -0.087  0.001
Si  0.0334  0.1458  0.13
Si  -0.0041  -0.0443  0.0014
Si  -0.0443  0.0282  0.0963
Si  0.0483  0.091  -0.097
Si  -0.0689  0.0388  0.1096
Si  -0.0903  -0.029  -0.1699
Si  0.0126  0.0391  0.039
Si  0.0024  -0.0199  0.0889
Si  -0.0706  0.0402  -0.4243
Si  0.0019  0.0558  -0.1062
Si  0.0018  -0.016  0.1811
Si  -0.0404  -0.0614  0.1185
Si  0.0267  -0.1668  -0.2284
Si  -0.0412  -0.0355  0.1193
Si  -0.0125  -0.0125  -0.0283
Si  -0.0022  0.0407  0.0141
Si  -0.0062  0.077  -0.0099
Si  -0.0013  0.0321  -0.0467
Si  -0.0165  -0.0215  -0.0127
Si  -0.0057  -0.0993  0.0233
Si  -0.0068  0.0574  0.0059
Si  -0.0006  0.012  0.002
Si  -0.0185  0.0594  0.0172
Si  -0.0066  -0.0787  0.0131
Si  -0.0085  0.0359  -0.0093
Si  -0.011  -0.0625  0.0098
Si  0.0018  0.0057  -0.0029
Si  -0.0004  0.002  0.0094
Si  0.0024  0.001  0.0041
Si  -0.0012  -0.0277  0.0366
Si  -0.0036  0.0089  0.0047
Si  0.0038  -0.0014  0.0173
Si  0.0079  -0.005  -0.0025
Si  0.0103  0.0048  0.0078
Si  0.0528  0.0242  -0.0158
Si  -0.015  -0.012  -0.0146
Si  -0.0507  0.0388  -0.0129
Si  0.0025  -0.0085  0.005
Si  -0.0233  0.0296  0.0404
Si  0.0045  -0.0278  -0.0181
Si  0.03  0.0206  0.0216
Si  -0.0158  0  -0.0073
Si  -0.0055  0.0134  -0.0141
Si  0.0009  -0.0008  -0.0266
Si  -0.0059  -0.001  0.0185
Si  0.0027  -0.0005  0.0084
Si  0.0058  0.0154  0.0212
Si  0.0075  -0.0729  0.0277
Si  0.0354  0.1146  -0.0187
Si  0.0025  0.0015  0.0032
Si  -0.0096  0.0124  -0.0048
Si  -0.0088  -0.0231  0.0408
Si  -0.0161  -0.0258  -0.0286
Si  0.0049  -0.0062  0.0005
Si  -0.0191  -0.0031  -0.0273
Si  0.0151  -0.0029  -0.018
Si  0.0065  -0.0004  -0.0156
Si  -0.0009  0.0017  -0.0009
Si  -0.0087  0.0098  -0.0062
Si  -0.0172  -0.0075  0.0002
Si  -0.0181  -0.0082  -0.0018
Si  0.0117  0.005  0.0141
Si  0.0023  0.0049  0.0048
Si  -0.0048  0.0014  0.0044
Si  0.0146  0.0059  0.0047
Si  -0.0083  0.0017  0.0029
Si  -0.0052  0.0026  0.0088
Si  -0.0068  -0.0024  0.0134
Si  0.0066  0.0071  0.0204
Si  0.0055  0.0069  0.0106
Si  -0.0003  0.0049  0.0054
Si  0.0069  -0.0173  0.005
Si  -0.0219  0.0017  -0.0187
Si  0.0022  -0.0052  -0.0042
Si  0.1378  0.2054  -0.0806
Si  -0.0595  0.1123  0.4713
Si  -0.0007  0.0656  0.0247
Si  -0.0928  0.0168  0.1576
Si  0.1511  0.1163  0.0125
Si  -0.1188  0.1692  -0.4199
Si  0.0573  -0.1089  -0.2494
Si  0.0118  0.0677  -0.0541
Si  -0.0088  -0.0123  -0.2601
Si  -0.2314  -0.2908  0.1152
Si  0.2273  -0.3133  0.1626
Si  0.1459  -0.1096  0.082
Si  0.0034  0.0091  0.0016
Si  -0.0032  0.0128  -0.0038
Si  -0.0019  0.0098  -0.0031
Si  0.0021  -0.0039  0.0017
Si  -0.0027  -0.0066  0.0049
Si  0.0048  -0.0154  0.0018
Si  0.0021  -0.0002  0.0088
Si  -0.003  0.0077  0.0017
Si  0.0007  0.0062  0.0024
Si  0.0024  -0.0115  -0.0021
Si  0.0036  -0.0105  -0.0037
Si  -0.0028  -0.0108  0.0001
Si  0.0039  0.0101  0.0012
Si  -0.0091  0.0068  -0.0061
Si  0.0066  0.0124  -0.0013
Si  0.0078  -0.006  0.0101
Si  -0.0015  -0.0109  0.0037
Si  -0.0016  -0.0137  0.0001
Si  0.0276  0.0043  -0.0018
Si  0.0052  0.0079  0.0133
Si  -0.018  0.0205  0.0118
Si  -0.0045  0.0022  -0.0025
Si  0.0052  -0.0185  0.0085
Si  -0.0126  0.0065  0.007
Si  -0.01  0.007  0.024
Si  -0.0054  0.003  0.0002
Si  -0.0168  0.0038  -0.0047
Si  0.0123  0.0046  0.0106
Si  -0.0012  0.0031  0.0061
Si  0.0012  -0.0044  -0.003
Si  -0.0023  0.0015  0.0002
Si  -0.0182  0.0065  -0.0145
Si  -0.0005  -0.0012  -0.0018
Si  0.0065  -0.0109  -0.0168
Si  -0.0151  0.0001  0.0081
Si  0.0816  -0.0385  0.0326
Si  -0.0241  0.002  0.0157
Si  0.0271  0.0214  0.034
Si  -0.0033  0.0038  0.0103
Si  0.0212  0.0272  0.0436
Si  0  -0.0143  -0.0229
Si  0.005  0.0023  -0.0091
Si  0.0031  -0.0033  -0.0011
Si  -0.001  0.0037  -0.0052
Si  0.0052  -0.0032  -0.014
Si  -0.0133  0  0.0023
Si  -0.0012  0.0122  -0.0118
Si  0  0.0033  0.0059
O  0.0043  0.0039  0.0006
O  -0.0023  0.0003  0.0031
O  0.0004  0.0009  0.0031
O  -0.0001  0.0027  0.0013
O  -0.0004  -0.0009  0.0017
O  -0.0212  -0.0114  -0.0116
O  -0.0023  -0.0064  -0.0033
O  -0.0002  0.0053  0.0134
O  -0.0014  -0.0125  0.0029
O  0.0043  0.0043  0.0032
O  -0.0003  -0.0012  -0.0041
O  -0.0007  -0.001  -0.0034
O  -0.0006  -0.0025  0.0023
O  0.0014  0.0029  0.0011
O  -0.0078  0.0093  -0.0069
O  0.0033  0.0004  0.0057
O  0.0091  0.0101  0.0037
O  -0.0013  0.0023  0.0019
O  0.0007  -0.0432  0.0019
O  0.0062  0.0225  0.049
O  -0.0009  0.0022  -0.0014
O  -0.0175  -0.0037  -0.0239
O  0.0006  0.0039  -0.0008
O  0.0002  -0.0023  -0.0013
Si  -0.02  -0.0178  -0.0812
Si  0.013  -0.0106  0.0246
Si  -0.0024  -0.004  0.0034
Si  -0.0022  0.0023  0.0008
Si  0.04  -0.0171  0.0268
Si  0.0154  -0.016  -0.0164
Si  0.0046  0.0201  -0.0002
Si  -0.0908  -0.0051  -0.0683
Si  0.0169  0.003  0.0103
Si  0.0047  -0.0116  -0.0054
Si  -0.0024  -0.002  0.0062
Si  0.0011  0.0025  -0.0063
Si  0.0011  -0.0039  -0.0019
Si  0.0069  -0.0152  0.0443
Si  -0.0079  -0.0051  -0.007
Si  -0.001  0.0022  0.001
Si  -0.007  -0.0171  -0.0095
Si  0.0214  0.0332  0.0079
Si  0.002  0.0012  0.0081
Si  0.0167  0.0149  0.0052
Si  0.002  -0.0016  0.0012
Si  0.0052  -0.0035  -0.0073
Si  -0.0004  0.0158  -0.0192
Si  0.0004  0.06  0.0053
Si  -0.0013  0.0014  0.006
Si  -0.005  -0.0048  0.0003
Si  0.022  -0.025  0.0257
Si  -0.003  -0.0038  0.0385
Si  -0.0113  -0.0321  -0.0019
Si  0.0013  0.0004  0.0048
Si  0.0007  0.0041  0.0039
Si  0.002  -0.0007  0
Si  0.0061  -0.0007  0.0022
Si  0.003  -0.002  0.004
Si  -0.0048  0.0115  0.0202
Si  0.0125  -0.0043  -0.0054
Si  0.0123  0.0003  -0.0361
Si  -0.0099  0.007  0.0037
Si  -0.0018  -0.0043  0.0011
O  0  -0.0162  0.0058
O  -0.0091  0.0032  -0.0026
O  0.001  -0.0017  -0.0005
O  0.0021  0.0012  -0.0013
O  -0.0005  0.0004  0.0003
O  -0.0018  0.0028  0.0036
O  0.0004  -0.0024  0.0002
O  0.0023  -0.0015  0.0009
O  0.0021  -0.0015  0.003
O  -0.0003  -0.0012  0.0045
O  0.0009  0.001  0.0011
O  -0.0032  0.0034  -0.0061
O  0.0016  -0.0067  0.0024
O  -0.0053  0.0045  0.0033
O  0.0081  0.0035  0.0027
O  -0.0014  0.0019  -0.0004
O  0.0042  0.0041  0.0018
O  -0.0066  -0.0002  -0.0055
O  -0.0046  0.0029  0.0006
O  0.003  0.0008  0.0053
O  -0.0003  -0.0056  0.0014
O  -0.0026  -0.0009  -0.0126
O  -0.001  -0.0001  -0.0006
O  -0.0038  -0.0034  -0.0057
O  -0.0234  0.0195  -0.0118
O  -0.0024  -0.0001  0.0016
O  -0.0014  -0.0001  0.0003
O  -0.0016  0.0047  0.0021
O  -0.0026  0.004  0.0008
O  -0.0199  0.0021  0.0246
O  -0.0003  0.0016  0.0023
O  -0.007  0.0024  0.0051
O  -0.0022  0.0075  -0.0022
O  -0.0031  0.0034  0.0013
O  -0.0006  0.0009  0.0028
O  -0.0003  0.0084  -0.001
O  0.0054  -0.0082  0.0122
O  -0.0013  0.0031  0.0001
O  0.0053  0.0012  0.0025
O  -0.0005  0.0009  0.0005
O  0.0087  0.0076  0.0028
O  0.0052  -0.0181  -0.0143
O  0.006  0.0024  0
O  -0.0074  -0.0001  0.0013
O  -0.0002  0.0006  0.0008
O  0.0015  0.0147  -0.011
O  0.0081  -0.0055  -0.005
O  -0.0008  0.0009  0.0013
O  -0.0022  0.0041  0.0008
O  -0.0037  0.0008  -0.0014
O  0.0056  -0.0123  0.0187
O  0.0058  -0.002  -0.0049
O  0.0003  -0.0001  -0.001
O  -0.0017  0.0007  -0.0002
O  0.0028  0.0052  0.0132
O  0.0014  0.0035  -0.0014
O  -0.0108  0.0014  0.0003
O  0.0001  -0.0043  -0.0013
O  -0.0013  0.0001  0.0026
O  -0.0023  0.0012  0.0001
O  0.0016  0.0001  0.0006
O  -0.0013  -0.002  -0.0059
O  0.0112  -0.0001  0.0037
O  -0.0003  0.001  0.0003
O  0.0037  0.0025  -0.0061
O  0.0017  -0.0061  0.0169

The program warned: the cutoff lies below the one the program advises for these potential files; the exchange-correlation potential is rough where the density is thin.
